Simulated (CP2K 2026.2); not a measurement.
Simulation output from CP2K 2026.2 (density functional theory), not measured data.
Periodic cell of 504 atoms, Si360O144, from a study of silicon, its oxide and their interface. The atomic structure is a simulated model.
Doubt: the forces sum to 3.00 eV/angstrom along one axis rather than to zero, so they err by at least 0.0060 eV/angstrom per atom on average; the grid cutoff is modest.

Settings
functional: PBE
method: Gaussian and plane waves
basis set: DZVP-MOLOPT-SR-GTH
pseudopotentials: GTH-PBE
grid cutoff: 300 Ry, relative cutoff 40 Ry
k points: Gamma only
occupations: fixed
spin: none
net charge: 0

Cell vectors (angstrom)
a	16.32	0	0
b	0	16.32	0
c	-0.4733	-4.2171	33.7294

Atoms and the computed forces on them: element, x, y, z (angstrom), force x, y, z (eV/angstrom)
Si	1.489	-1.477	0.067	-0.137	0.202	0.739
Si	4.42	1.081	0.107	-0.144	0.142	0.824
Si	1.102	4.121	0.233	0.217	0.011	0.69
Si	3.768	7.117	-0.014	0.127	-0.235	0.78
Si	1.428	-7.115	0.151	-0.015	0.243	0.667
Si	3.733	-3.71	0.03	0.127	-0.222	0.727
Si	6.633	-1.137	0.006	0.15	-0.203	0.777
Si	9.34	1.488	0.222	0.184	-0.142	0.756
Si	7.151	3.755	0.064	-0.235	0.274	0.711
Si	9.34	7.145	0.117	0.067	-0.245	0.74
Si	7.034	9.264	0.065	-0.112	0.111	0.721
Si	-6.562	-4.281	-0.116	-0.148	0.162	0.751
Si	-3.792	-1.618	-0.024	-0.176	0.135	0.76
Si	-1.696	1.626	0.214	0.074	-0.11	0.808
Si	-3.875	3.822	0.207	-0.114	0.106	0.741
Si	-0.994	6.414	-0.023	-0.261	0.156	0.767
Si	-4.33	-6.528	-0.227	0.226	-0.134	0.709
Si	-1.467	-3.74	0.074	0.009	-0.203	0.66
Si	2.733	0.03	1.365	0.014	0.008	-0.052
Si	5.512	2.706	1.38	0.002	-0.016	-0.06
Si	2.736	5.421	1.32	0.002	0.011	-0.076
Si	5.405	8.154	1.335	0.003	-0.001	-0.037
Si	2.639	-5.406	1.286	0.001	-0.018	-0.042
Si	5.421	-2.692	1.305	-0.008	0.02	-0.058
Si	8.15	-0.066	1.453	-0.026	0.002	-0.059
Si	-5.443	2.689	1.499	-0.001	-0.016	-0.03
Si	8.208	5.445	1.327	-0.008	0.006	-0.035
Si	-5.388	8.303	1.331	0.02	0.026	-0.036
Si	8.19	-5.41	1.27	0.026	0	-0.048
Si	-5.396	-2.767	1.271	0.005	-0.014	-0.048
Si	-2.794	-0.024	1.422	-0.006	-0.009	-0.047
Si	-0.112	2.701	1.566	-0.013	-0.007	-0.033
Si	-2.671	5.444	1.358	0.02	-0.001	-0.066
Si	-0.018	7.99	1.45	-0.03	-0.019	-0.048
Si	-2.695	-5.45	1.16	0	-0.002	-0.052
Si	-0.013	-2.608	1.476	0.018	0.021	-0.038
Si	1.371	1.353	2.762	0	-0.016	0.017
Si	4.112	4.082	2.682	-0.009	-0.014	0.017
Si	1.391	6.71	2.794	0.014	-0.02	0.029
Si	4.062	9.576	2.663	-0.02	-0.01	-0.009
Si	1.324	-4.085	2.729	-0.016	-0.002	0.016
Si	4.076	-1.355	2.731	-0.001	0.011	0.049
Si	6.828	1.352	2.792	-0.008	-0.002	0.047
Si	9.541	4.133	2.765	0.003	0.014	0.03
Si	6.767	6.759	2.679	0.024	0.008	0.009
Si	9.54	-6.722	2.713	-0.007	0.008	0.034
Si	6.794	-4.08	2.632	0.001	-0.004	-0.004
Si	-6.762	-1.442	2.696	0.021	0.004	-0.001
Si	-4.133	1.293	2.826	-0.001	0.005	0.027
Si	-1.416	4.115	2.863	-0.018	0.016	0.043
Si	-4.055	6.857	2.649	-0.026	-0.037	0.006
Si	-1.401	-6.828	2.62	0.011	0.038	0.008
Si	-4.032	-4.12	2.646	0.003	-0.015	0.024
Si	-1.368	-1.275	2.808	-0.003	-0.001	0.025
Si	0.021	0.028	4.153	-0.01	-0.001	0.008
Si	2.74	2.737	4.072	0.007	0.022	-0.001
Si	0.008	5.423	4.178	0.003	0.001	0.002
Si	2.734	8.176	4.054	-0.005	-0.009	-0.023
Si	-0.043	-5.475	4.032	0.001	0.002	0.006
Si	2.717	-2.734	4.077	0.005	0.002	-0.012
Si	5.431	-0.002	4.109	-0.015	0.009	-0.007
Si	8.183	2.741	4.112	0.004	-0.01	-0.013
Si	5.444	5.426	4.081	0.017	-0.008	0
Si	8.154	-8.153	4.01	0.013	-0.006	-0.021
Si	5.446	-5.427	4.032	-0.014	0.005	0.004
Si	8.156	-2.757	4.042	-0.001	-0.003	0
Si	-5.482	-0.07	4.133	-0.003	0.006	0.005
Si	-2.768	2.7	4.15	0.014	0.003	-0.011
Si	-5.406	5.501	4.065	0.021	-0.012	0.018
Si	-2.724	8.183	4.056	0.005	-0.004	-0.002
Si	-5.412	-5.406	4.079	0.006	0.01	-0.014
Si	-2.72	-2.737	4.062	-0.025	-0.001	-0.016
Si	1.365	-1.369	16.352	-0.01	0.018	-0.001
Si	4.049	1.34	16.308	-0.012	-0.004	-0.007
Si	1.356	4.043	16.3	-0.01	0.008	-0.001
Si	4.075	6.784	16.347	0.008	0.008	-0.004
Si	1.395	-6.784	16.287	0.009	-0.007	-0.003
Si	4.108	-4.028	16.345	0.005	0.015	-0.01
Si	6.79	-1.365	16.356	-0.015	-0.007	0.012
Si	-6.834	1.355	16.33	0.003	-0.013	-0.013
Si	6.779	4.051	16.329	0	-0.014	-0.006
Si	-6.78	6.849	16.302	0.011	0.001	-0.007
Si	6.812	-6.799	16.351	-0.002	0.007	0.001
Si	-6.806	-4.096	16.312	0.012	-0.017	-0.011
Si	-4.089	-1.357	16.309	-0.021	0.005	-0.01
Si	-1.341	1.367	16.305	0.011	0.005	-0.008
Si	-4.077	4.076	16.277	-0.014	0.002	-0.008
Si	-1.381	6.801	16.233	-0.005	0.004	-0.026
Si	-4.076	9.492	16.313	0.017	-0.01	-0.009
Si	-1.349	-4.06	16.332	0.005	0.005	0.006
Si	2.698	0.017	17.712	0.002	-0.01	0.025
Si	5.383	2.683	17.686	0.003	0.002	0.004
Si	2.738	5.349	17.676	-0.006	-0.009	-0.005
Si	5.445	8.15	17.7	-0.005	-0.007	0.033
Si	2.724	-5.382	17.653	-0.014	-0.011	-0.007
Si	5.447	-2.689	17.777	-0.001	0.007	0.026
Si	8.115	0.016	17.722	0.02	0.021	-0.003
Si	-5.41	2.691	17.63	-0.006	0.03	0.01
Si	8.182	5.455	17.59	-0.007	-0.009	-0.01
Si	-5.429	8.175	17.736	0	-0.005	0.002
Si	8.172	-5.429	17.718	-0.011	0.016	0.01
Si	-5.467	-2.717	17.65	0.019	0.022	0.022
Si	-2.676	-0.024	17.638	-0.006	0.009	-0.009
Si	-0.044	2.762	17.697	-0.002	0.005	0.011
Si	-2.763	5.495	17.61	0.002	0.003	-0.003
Si	0.027	-8.204	17.55	-0.01	0.001	0.01
Si	-2.707	-5.461	17.64	-0.011	-0.017	0.015
Si	0.023	-2.732	17.737	-0.011	-0.013	-0.002
Si	1.313	1.395	19.049	0.005	0.003	-0.031
Si	4.068	4.002	19.119	-0.017	0.02	-0.013
Si	1.283	6.68	18.913	-0.024	-0.032	-0.02
Si	4.072	-6.73	18.989	0.042	0.001	-0.009
Si	1.404	-4.082	19.116	0.012	-0.006	0.002
Si	4.058	-1.298	19.133	-0.002	0.017	-0.028
Si	6.705	1.357	19.09	0.003	-0.038	0.007
Si	-6.725	4.144	18.911	0.032	0.008	-0.029
Si	6.814	6.713	19.006	-0.013	-0.012	-0.038
Si	-6.785	9.555	19.101	0.017	0.001	0.005
Si	6.85	-4.066	19.124	-0.011	0.004	-0.012
Si	9.495	-1.363	19.035	0.015	-0.005	-0.018
Si	-4.027	1.32	18.975	0.005	0.012	-0.012
Si	-1.46	4.173	18.997	0.023	-0.01	-0.036
Si	-4.045	6.805	19.085	-0.023	0.003	-0.008
Si	-1.24	-6.812	18.909	-0.013	0.023	-0.039
Si	-4.107	-4.101	18.972	-0.017	-0.036	-0.043
Si	-1.359	-1.362	19.065	0.003	0.005	-0.016
Si	-0.059	0.059	20.422	-0.016	0.027	0.058
Si	2.615	2.733	20.506	-0.031	0.009	0.056
Si	-0.125	5.486	20.414	-0.001	0.016	0.037
Si	2.682	8.068	20.1	0.02	-0.018	0.015
Si	0.124	-5.587	20.399	0.005	-0.012	0.029
Si	2.714	-2.683	20.511	0.01	0.042	0.037
Si	5.335	0.094	20.602	-0.027	0.007	0.039
Si	8.187	2.797	20.171	-0.003	0.006	0.024
Si	5.53	5.293	20.442	0.031	-0.017	0.048
Si	8.193	8.073	20.344	0.017	-0.004	0.044
Si	5.46	-5.444	20.447	-0.008	-0.005	0.033
Si	8.13	-2.607	20.52	-0.043	0.005	0.037
Si	-5.31	-0.113	20.315	0.026	-0.052	0.031
Si	-2.802	2.799	20.333	-0.009	0.003	0.053
Si	-5.391	5.393	20.438	0.015	-0.013	0.046
Si	-2.606	-8.08	20.284	0.002	0.003	0.069
Si	-5.496	-5.311	20.465	0.001	0.023	0.042
Si	-2.655	-2.861	20.328	0.028	-0.022	0.036
Si	1.484	-1.074	21.764	-0.031	-0.197	-0.785
Si	3.664	1.192	21.957	0.25	0.212	-0.749
Si	0.953	3.888	21.738	0.184	0.127	-0.765
Si	4.203	6.932	21.404	0.007	-0.295	-0.687
Si	1.29	-7.254	21.659	-0.073	0.165	-0.62
Si	4.345	-3.834	21.785	-0.11	-0.132	-0.771
Si	6.485	-1.507	21.89	0.183	0.148	-0.804
Si	-6.632	1.49	21.311	0.069	-0.119	-0.726
Si	7.242	4.247	21.765	-0.234	-0.076	-0.708
Si	-6.951	6.557	21.706	0.102	0.148	-0.743
Si	6.518	-7.241	21.585	0.168	0.335	-0.734
Si	9.694	-3.702	21.888	-0.083	-0.196	-0.671
Si	-4.181	-1.742	21.661	0.002	0.164	-0.678
Si	-1.262	1.696	21.641	-0.001	-0.194	-0.738
Si	-4.455	3.678	21.808	0.297	0.374	-0.744
Si	-1.177	7.116	21.79	-0.082	-0.125	-0.592
Si	-3.742	-6.451	21.489	-0.09	0.029	-0.799
Si	-1.443	-4.419	21.655	0.069	0.163	-0.734
Si	2.618	-5.812	-7.117	-0.039	0.078	-0.03
Si	-7.929	-4.187	-7.226	0.035	-0.029	-0.06
Si	4.029	-3.589	-5.371	0.131	-0.169	0.004
Si	-5.603	-0.163	-2.14	-0.031	-0.081	0.116
Si	-1.445	-1.151	25.953	0.051	-0.066	0.095
Si	-3.505	-7.241	-3.248	0.054	-0.076	0.219
Si	3.892	5.679	-2.656	-0.153	0.09	-0.051
Si	-6.281	-6.331	25.988	0.056	0.098	-0.06
Si	7.072	2.965	24.682	0.11	0.129	-0.155
Si	2.723	5.445	23.732	-0.054	-0.114	-0.073
Si	-4.549	6.166	-6.645	0.162	0.159	-0.061
Si	3.333	-5.971	23.801	0.038	0.007	-0.164
Si	-3.724	4.926	-4.028	-0.076	-0.023	-0.058
Si	-7.21	5.142	25.936	-0.016	-0.089	-0.034
Si	1.724	-4.519	25.862	-0.017	-0.01	-0.036
Si	-3.058	-1.152	-6.641	0.046	0.015	0.11
Si	5.895	-6.468	-2.809	-0.011	-0.051	0.03
Si	-0.342	-0.06	-2.099	0.112	-0.098	0.118
Si	7.5	7.415	-3.932	0.032	0.042	-0.044
Si	1.566	1.238	-4.102	0.036	0.011	0.098
Si	4.11	2.897	24.641	-0.083	-0.08	-0.083
Si	0.08	-2.831	23.94	-0.025	-0.007	-0.104
Si	-1.647	-4.926	-4.163	0.101	0.048	0.077
Si	-5.178	-8.155	23.753	0.012	-0.146	-0.049
Si	-0.214	-4.793	-6.896	-0.043	-0.05	0.056
Si	-8.114	-4.264	24.723	0.105	-0.092	-0.122
Si	3.154	7.508	-6.498	-0.155	-0.132	-0.106
Si	8.131	2.617	-4.71	0.058	-0.112	-0.022
Si	2.895	2.86	-1.891	-0.092	-0.001	0.12
Si	4.704	3.286	-6.558	-0.07	-0.13	-0.05
Si	6.978	-4.02	-4.54	-0.016	0.054	0.093
Si	-8.163	0.204	23.772	-0.094	0.073	-0.061
Si	-6.055	-7.987	-5.035	0.091	0.024	-0.025
Si	3.476	-4.914	-2.618	0.043	-0.094	0.093
Si	-1.688	-1.82	-4.12	-0.006	0.014	-0.072
Si	5.916	0.964	-5.119	0.009	-0.008	0.1
Si	-5.054	2.077	-4.257	-0.029	0.076	0.128
Si	-5.535	-0.265	25.136	0.104	-0.006	-0.034
Si	1.373	6.096	-4.468	-0.056	0.033	0.025
Si	-3.034	0.139	23.725	-0.01	-0.031	-0.133
Si	-4.357	4.18	24.957	-0.129	-0.111	-0.096
Si	3.527	-0.581	-5.337	0.115	0.049	-0.043
Si	1.572	3.42	-6.113	0.127	0.067	0.03
Si	0.379	-5.324	-1.952	-0.091	0.009	0.1
Si	-3.503	1.808	-6.966	0.051	0.113	0.022
Si	-5.664	5.333	-1.932	-0.007	0.009	0.106
Si	-0.189	-1.867	-6.603	-0.116	0.064	-0.042
Si	-7.841	-2.352	-2.305	0.033	-0.037	0.138
Si	6.335	-6.679	24.456	-0.043	-0.029	-0.067
Si	-1.507	6.677	-3.091	0.088	0.007	0.074
Si	7.814	4.734	-2.589	0.025	-0.077	0.083
Si	5.453	5.988	-5.243	-0.04	-0.084	0.004
Si	6.577	-2.334	26.332	-0.065	-0.029	-0.065
Si	-2.66	6.552	24.571	-0.017	0.002	-0.223
Si	1.367	-1.38	5.459	0.016	-0.001	0.009
Si	4.076	1.367	5.451	-0.004	-0.005	0.008
Si	1.383	4.059	5.483	-0.006	-0.004	0.017
Si	4.089	6.812	5.421	-0.012	-0.001	0.007
Si	1.345	9.514	5.408	0.003	0	-0.001
Si	4.092	-4.082	5.421	-0.002	-0.01	0.01
Si	6.812	-1.379	5.423	0.011	0.015	0.008
Si	9.511	1.347	5.462	-0.006	0.011	0.009
Si	6.8	4.08	5.455	-0.002	-0.002	0.009
Si	9.517	6.832	5.41	-0.008	-0.003	-0.002
Si	6.801	-6.801	5.392	0.006	-0.004	0.003
Si	-6.799	-4.078	5.434	0.009	0.005	0.007
Si	-4.083	-1.404	5.456	0.011	-0.002	0.006
Si	-1.357	1.378	5.49	0.007	0.011	0.011
Si	-4.106	4.103	5.462	-0.004	-0.005	0.01
Si	-1.365	6.834	5.451	-0.005	-0.009	0.011
Si	-4.081	-6.794	5.433	-0.003	0.005	0.01
Si	-1.367	-4.102	5.421	0.002	0	-0.001
Si	2.721	-0.004	6.809	-0.009	0.004	0.003
Si	5.439	2.721	6.812	0.004	0.008	0.004
Si	2.737	5.455	6.803	-0.003	-0.001	-0.005
Si	5.45	-8.153	6.778	0.003	-0.005	-0.003
Si	2.717	-5.446	6.769	0.002	-0.003	-0.003
Si	5.45	-2.729	6.79	-0.006	-0.004	0.001
Si	8.146	-0.011	6.807	0.002	0.015	0
Si	10.867	2.721	6.812	-0.001	-0.003	0.001
Si	8.168	5.457	6.786	0.002	-0.009	-0.005
Si	-5.447	-8.148	6.791	-0.001	0.001	-0.001
Si	-8.161	-5.452	6.776	0.003	-0.003	-0.003
Si	-5.453	-2.732	6.82	-0.006	0.011	0.004
Si	-2.723	-0.019	6.804	0	-0.001	-0.005
Si	0.011	2.72	6.843	0.002	-0.004	0.008
Si	-2.722	5.455	6.805	0.009	-0.003	-0.003
Si	0.004	8.176	6.807	-0.004	0.004	-0.002
Si	-2.722	-5.443	6.8	-0.005	-0.002	0.001
Si	-0.005	-2.745	6.794	0	-0.005	-0.001
Si	1.364	1.345	8.181	-0.011	0.002	0.002
Si	4.087	4.09	8.166	-0.007	0.001	-0.005
Si	1.365	6.807	8.159	0.002	-0.006	0
Si	4.08	-6.8	8.138	-0.009	-0.003	-0.005
Si	1.366	-4.093	8.149	0.001	0	-0.002
Si	4.09	-1.367	8.155	0.002	0.014	-0.001
Si	6.794	1.354	8.167	-0.006	-0.015	0
Si	9.507	4.085	8.161	-0.006	-0.007	0.001
Si	6.803	6.809	8.148	0.01	0.005	-0.001
Si	-6.804	-6.796	8.154	-0.003	-0.009	0.002
Si	6.805	-4.092	8.148	0.009	0.004	-0.005
Si	-6.805	-1.358	8.169	0.002	0.004	-0.002
Si	-4.083	1.354	8.157	0.012	0.012	-0.004
Si	-1.36	4.095	8.17	0.011	0.011	0.001
Si	-4.09	6.809	8.158	-0.003	-0.009	-0.008
Si	-1.357	-6.79	8.167	0.005	0.005	-0.001
Si	-4.084	-4.089	8.167	-0.006	-0.008	0
Si	-1.36	-1.378	8.157	-0.007	0.003	-0.003
Si	-0.004	-0.018	9.522	0.006	-0.005	0.002
Si	2.726	2.723	9.519	0.002	0.003	-0.002
Si	0.006	5.45	9.523	-0.004	0	0.005
Si	2.729	-8.154	9.516	-0.003	-0.004	-0.001
Si	0.008	-5.437	9.526	-0.001	-0.002	0
Si	2.724	-2.73	9.508	-0.008	-0.004	-0.004
Si	5.44	-0.007	9.524	0.001	0.009	0.003
Si	8.153	2.721	9.523	-0.003	0.005	0
Si	5.449	5.449	9.52	0.003	-0.004	-0.003
Si	-8.163	-8.156	9.513	0.005	-0.003	-0.003
Si	5.438	-5.445	9.508	-0.004	-0.005	-0.002
Si	-8.163	-2.727	9.516	0.001	0.008	0.002
Si	-5.443	0.001	9.527	-0.007	0.005	0
Si	-2.723	2.717	9.513	0.002	-0.008	-0.003
Si	-5.446	5.442	9.517	0.005	-0.005	-0.002
Si	-2.721	-8.156	9.516	0.001	0.003	-0.001
Si	-5.446	-5.443	9.522	0.002	0.002	0.002
Si	-2.723	-2.724	9.523	0.001	0.002	-0.004
Si	1.364	-1.374	10.873	0.003	0.001	0.001
Si	4.084	1.361	10.877	-0.008	-0.004	0.001
Si	1.365	4.08	10.876	-0.001	-0.007	-0.001
Si	4.088	-9.512	10.881	-0.004	-0.001	0.003
Si	1.371	-6.798	10.884	-0.007	0.003	0.003
Si	4.081	-4.087	10.875	0.005	0.007	-0.002
Si	6.798	-1.37	10.881	0.003	-0.003	-0.002
Si	9.515	1.361	10.885	0.003	0.008	0.003
Si	6.796	4.081	10.885	-0.006	-0.001	0.005
Si	-6.811	-9.521	10.873	-0.004	0.006	-0.003
Si	-9.52	-6.798	10.875	0.005	-0.013	-0.002
Si	-6.8	-4.076	10.88	0.001	-0.003	-0.004
Si	-4.084	-1.364	10.885	0.007	0.001	0.003
Si	-1.368	1.35	10.871	0	0.01	-0.002
Si	-4.086	4.076	10.872	-0.001	-0.002	-0.001
Si	-1.357	6.809	10.877	0.003	-0.003	0
Si	-4.081	-6.799	10.876	-0.004	-0.002	0
Si	-1.354	-4.074	10.881	-0.003	0.002	0.001
Si	2.726	-0.009	12.223	-0.005	0.009	-0.001
Si	5.437	2.717	12.245	-0.001	-0.002	0.003
Si	2.726	5.441	12.234	0.003	0.001	0.006
Si	5.45	-8.156	12.247	0.006	0.013	0.001
Si	2.73	-5.44	12.251	-0.003	-0.008	0.001
Si	5.437	-2.729	12.241	-0.007	0.001	0.004
Si	8.156	-0.008	12.24	-0.008	-0.004	0
Si	10.872	2.725	12.244	0.006	0.003	0.003
Si	8.153	5.444	12.244	0.008	-0.007	-0.003
Si	-5.45	-8.16	12.223	-0.002	-0.015	-0.001
Si	-8.165	-5.431	12.235	0.006	0.008	-0.002
Si	-5.442	-2.724	12.25	-0.008	0	0.003
Si	-2.725	-0.001	12.244	0.001	0.004	0
Si	0.003	2.705	12.219	-0.003	-0.003	0.004
Si	-2.716	5.434	12.221	-0.003	-0.001	0.002
Si	0.006	8.166	12.24	-0.001	-0.001	0
Si	-2.72	-5.434	12.231	0.005	-0.001	-0.001
Si	0.007	-2.719	12.247	0.001	-0.002	0.005
Si	1.358	1.338	13.576	0.012	-0.011	-0.007
Si	4.075	4.078	13.603	-0.005	0	0.008
Si	1.37	6.803	13.595	-0.015	0	0.004
Si	4.102	-6.793	13.613	0.004	-0.007	0.002
Si	1.373	-4.073	13.61	-0.009	0.002	0.009
Si	4.081	-1.359	13.594	0.002	0.003	-0.005
Si	6.79	1.344	13.601	0.003	0	0.002
Si	9.504	4.082	13.604	-0.007	0.018	0.007
Si	6.802	-9.518	13.616	-0.004	0	0.008
Si	-6.799	-6.79	13.582	0.004	-0.001	-0.001
Si	6.796	-4.082	13.608	-0.001	-0.007	0.005
Si	9.509	-1.368	13.608	0.012	0.007	0.001
Si	-4.092	1.359	13.601	-0.014	0.01	0.002
Si	-1.35	4.069	13.571	0.013	-0.014	0.002
Si	-4.091	6.79	13.564	0.006	0.003	0.003
Si	-1.357	9.536	13.588	-0.014	0.008	-0.002
Si	-4.075	-4.085	13.606	0.005	-0.01	0
Si	-1.357	-1.355	13.604	0.001	0.013	0.004
Si	0.018	-0.008	14.966	0.001	0.005	0.002
Si	2.706	2.694	14.934	-0.006	-0.011	-0.006
Si	0.01	5.422	14.933	0.001	0.008	0.003
Si	2.746	8.153	14.955	-0.003	0.012	-0.009
Si	0.001	-5.428	14.959	-0.004	-0.014	0.005
Si	2.731	-2.703	14.971	0.006	-0.005	0.005
Si	5.435	-0.016	14.971	-0.002	0.004	-0.004
Si	8.14	2.709	14.956	0	-0.004	-0.002
Si	5.435	5.434	14.973	-0.003	-0.001	0.007
Si	8.166	-8.13	14.953	0.01	0.005	0
Si	5.45	-5.428	14.994	-0.001	-0.001	0.001
Si	8.145	-2.723	14.976	0.008	0.005	0.002
Si	-5.46	0.002	14.964	0.005	0.01	0.002
Si	-2.707	2.716	14.936	0.002	0.005	-0.004
Si	-5.446	5.45	14.946	0.001	-0.003	-0.001
Si	-2.74	8.163	14.904	0	-0.012	-0.006
Si	-5.438	-5.453	14.96	-0.003	-0.006	0.004
Si	-2.716	-2.716	14.96	0	0.004	0.002
O	2.593	0.002	22.311	-0.079	0.211	0.204
O	-7.573	0.806	22.419	-0.158	0.159	-0.293
O	0.808	-0.879	-1.297	0.231	-0.031	-0.397
O	-6.802	-3.067	-6.905	0.079	0.213	0.355
O	3.321	6.495	22.689	-0.404	0.372	-0.039
O	-5.638	2.578	21.992	-0.262	0.086	0.604
O	-8.05	5.445	22.216	0.163	0.245	0.306
O	-3.783	-7.166	-1.638	0.151	-0.117	0.015
O	-7.167	-3.573	-1.461	0.038	-0.131	-0.387
O	-0.067	6.564	-3.859	0.186	0.062	0.092
O	-3.566	5.446	-5.564	0.513	-0.205	-0.128
O	2.609	-8.108	-0.402	0.258	0.016	-0.122
O	5.512	-0.022	-0.417	0.071	-0.052	-0.381
O	6.739	-7.744	25.598	-0.61	-0.072	-0.051
O	-0.618	-3.912	22.968	0.307	-0.205	0.17
O	-2.07	2.546	-6.688	0.045	0.169	0.703
O	1.478	4.621	23.101	-0.188	0.138	0.601
O	0.089	5.243	-0.388	0.115	-0.286	-0.222
O	-2.639	-5.428	22.153	-0.134	0.062	0.438
O	0.422	-6.686	-1.08	-0.438	-0.319	-0.189
O	-4.081	3.917	23.374	0.378	-0.015	0.18
O	6.893	-5.205	24.793	-0.248	0.332	0.46
O	7.692	6.324	-2.763	-0.13	0.222	0.439
O	-0.483	-4.206	-1.155	0.088	0.171	-0.037
O	-6.044	-7.107	24.598	-0.33	0.183	-0.21
O	5.443	-2.718	22.3	-0.007	0.155	0.381
O	-1.692	-1.815	-7.233	-0.237	-0.268	-0.265
O	-5.645	6.985	-5.813	-0.051	-0.325	0.096
O	4.727	-6.687	24.23	-0.071	-0.141	0.372
O	-4.378	-7.303	22.682	-0.225	0.245	0.042
O	-1.446	-1.059	-2.726	-0.221	-0.007	0.291
O	6.521	0.577	-6.58	0.106	-0.862	-0.061
O	1.056	-5.76	-6.705	-0.077	-0.418	0.129
O	-0.329	-1.671	-5.001	0.599	0.244	0.369
O	6.378	-7.834	-3.498	-0.14	-0.068	0.12
O	7.579	3.942	-3.971	-0.266	0.164	-0.08
O	1.797	6.992	-5.766	-0.333	0.05	-0.432
O	0.804	-0.76	-7.193	-0.084	0.415	-0.127
O	-0.343	-5.488	-3.375	0.477	-0.108	-0.3
O	-6.323	0.833	-1.102	-0.048	0.288	-0.392
O	2.603	-2.589	-0.374	0.206	0.123	-0.351
O	-4.409	-0.967	-1.39	0.052	-0.183	-0.53
O	-3.099	5.156	25.278	0.496	-0.012	0.696
O	-6.701	-1.244	-2.674	0.055	0.059	-0.442
O	-4.932	5.759	-3.31	-0.246	0.449	0.03
O	5.291	8.044	21.875	0.023	0.075	0.284
O	-4.151	3.367	-3.83	0.43	-0.039	0.12
O	4.976	2.294	-5.292	-0.346	0.139	0.489
O	2.945	2.63	25.755	-0.392	-0.358	-0.086
O	6.356	-6.439	-1.268	-0.075	0.192	-0.082
O	-2.877	-1.144	-5.014	-0.454	0.208	0.315
O	-2.193	-0.024	25.081	0.188	0.354	0.339
O	6.993	-0.825	23.3	0.036	-0.106	0.744
O	7.119	-7.013	23.077	0.546	-0.122	0.045
O	-6.202	7.148	23.028	-0.159	0.105	0.552
O	6.766	4.291	-1.434	-0.55	-0.02	-0.235
O	-7.825	6.627	25.69	0.096	0.07	-0.529
O	-2.778	2.73	-0.334	-0.058	0.036	-0.469
O	7.201	1.356	-4.196	0.289	-0.44	0.301
O	-8.144	-8.143	-0.396	-0.117	0.158	-0.153
O	6.865	3.471	23.146	-0.554	-0.402	0.012
O	-0.14	2.753	22.217	0.236	-0.016	0.2
O	3.442	-4.046	-3.952	-0.559	0.283	0.108
O	-5.467	-5.404	-0.618	-0.013	0.003	-0.412
O	6.584	-5.219	-3.548	0.119	0.09	-0.051
O	-5.385	-2.682	22.289	-0.081	-0.251	0.586
O	-1.304	-5.037	-5.732	-0.25	-0.081	-0.173
O	3.818	1.719	-1.252	0.145	-0.314	-0.272
O	-4.783	-1.626	25.595	-0.248	-0.436	-0.409
O	-7.422	-4.146	23.253	0.092	-0.389	0.031
O	3.167	-7.216	-6.583	0.345	-0.013	0.468
O	1.221	1.957	-5.504	-0.094	-0.27	-0.505
O	-1.389	6.967	-1.499	-0.249	0.555	-0.125
O	5.287	4.76	-6.257	-0.025	0.222	-0.521
O	0.085	8.092	22.267	-0.067	0.03	0.594
O	-5.824	4.871	25.123	-0.016	-0.013	-0.333
O	2.503	6.218	-3.305	-0.23	0.243	0.549
O	-8.115	2.55	-0.258	-0.09	0.013	-0.451
O	5.631	-3.431	-5.227	-0.093	0.44	-0.523
O	6.943	6.621	-5.238	0.519	0.162	-0.62
O	-6.119	6.681	-1.189	0.024	0.352	-0.547
O	5.582	2.88	25.326	-0.007	0.005	0.418
O	-4.593	4.491	-1.082	-0.072	-0.036	-0.397
O	7.652	1.444	24.682	-0.134	-0.121	0.318
O	2.455	-5.742	25.123	-0.033	-0.696	0.13
O	-7.404	8.118	-4.19	0.109	0.361	0.111
O	2.449	2.336	-3.328	0.216	0.213	-0.397
O	-2.047	6.5	23.049	-0.144	-0.336	0.001
O	2.356	-6.809	22.817	0.125	-0.144	0.191
O	5.069	5.526	-3.738	0.151	-0.058	0.021
O	4.371	6.651	-1.455	0.463	-0.022	-0.317
O	3.414	-2.139	-5.687	-0.201	-0.047	-0.424
O	-4.037	7.415	24.615	-0.244	0.179	0.614
O	-6.627	2.428	-4.387	-0.147	0.329	-0.072
O	-3.658	-3.935	26.363	0.264	0.023	-0.69
O	-2.425	7.916	-3.619	0.16	0.017	-0.578
O	7.336	-1.686	-1.36	-0.083	0.016	-0.313
O	-2.308	5.274	-3.321	0.204	-0.441	0.28
O	-6.974	-0.611	24.505	-0.016	-0.553	0.21
O	4.419	7.156	-5.59	0.232	0.266	0.001
O	3.702	-4.554	23.1	-0.266	0.272	0.423
O	-1.989	-3.381	-3.819	-0.338	-0.07	0.202
O	1.94	-4.997	-2.154	-0.08	0.322	0.044
O	1.596	3.142	-0.976	-0.326	-0.39	-0.163
O	4.066	1.837	23.41	0.132	-0.057	0.255
O	4.307	-4.2	-1.419	0.368	0.288	-0.106
O	7.799	-2.914	-3.67	-0.025	0.339	-0.15
O	-6.972	-4.884	25.711	0.17	0.407	0.267
O	-1.06	-2.372	24.975	-0.406	-0.455	0.124
O	0.398	3.69	-7.196	-0.047	0.595	-0.384
O	-2.228	1.23	22.871	-0.081	0	0.06
O	7.897	2.774	-6.313	0.177	0.564	-0.016
O	-1.064	0.949	-1.099	-0.097	0.196	-0.604
O	3.242	0.221	-6.733	0.501	0.32	-0.259
O	0.431	-3.315	-6.886	0.729	0.006	-0.091
O	3.704	4.229	-1.996	0.401	-0.052	0.486
O	-4.57	0.533	24.085	-0.477	0.324	-0.319
O	-4.401	-1.975	-6.972	0.007	-0.254	0.32
O	8.038	3.986	25.5	0.07	-0.137	0.022
O	3.896	4.394	24.072	0.645	0.365	0.009
O	-4.884	-7.485	-4.052	-0.1	0.173	0.255
O	-2.63	-2.7	-0.47	0.096	0.124	-0.376
O	1.347	-3.398	24.768	0.491	0.325	-0.159
O	-4.952	0.784	-3.283	0.575	-0.331	-0.057
O	-2.918	-5.82	-3.751	-0.485	0.433	-0.07
O	-5.798	0.739	26.361	-0.548	-0.113	0.068
O	7.608	-2.825	25.194	0.317	0.56	-0.102
O	2.385	-0.135	-4.299	-0.024	-0.354	0.304
O	-1.453	7.147	25.437	0.273	0.287	-0.191
O	4.27	-6.311	-2.893	-0.159	-0.622	-0.246
O	2.241	6.299	25.003	0.007	0.435	-0.033
O	-4.286	2.905	25.981	0.538	-0.015	-0.173
O	-3.19	-1.225	22.861	0.078	-0.293	0.18
O	0.252	0.856	-3.278	-0.622	0.381	-0.265
O	7.843	-4.615	-5.768	0.261	-0.456	-0.018
O	-6.383	-6.935	-6.213	0.176	0.462	0.377
O	4.968	-0.246	-4.658	0.124	-0.138	0.126
O	1.395	4.555	-4.971	0.118	-0.302	0.269
O	3.082	3.417	-6.761	-0.015	-0.146	-0.207
O	3.532	-4.624	-6.508	0.228	0.058	-0.212
O	0.646	-1.607	23.055	0.175	0.153	0.184
O	-4.464	1.688	-5.693	-0.049	0.019	-0.25
O	-6.975	4.415	-2.135	0.165	-0.301	-0.141
O	5.198	-1.503	25.956	-0.3	-0.12	-0.578

Results
total energy: -101656.590 eV
total energy less fixed offsets of O -438.25, Si -107.07 eV per atom: -3.390 eV
